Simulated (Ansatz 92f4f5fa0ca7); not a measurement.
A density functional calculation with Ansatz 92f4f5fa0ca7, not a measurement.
Periodic cell of 214 atoms, Si131O81As2, from a study of silicon, its oxide and their interface. The atomic structure is a simulated model.
Doubt: the cutoff is far below the 930 eV that the study's wrapper takes by default for these files, so forces and energies are approximate.
This geometry differs little from another in the collection (a relaxation step or a small displacement).

Settings: functional PBE; potential files Ansatz PAW; basis plane waves; wave-function cutoff 580 eV; density cutoff ratio 5; exchange-correlation grid ratio 1; k mesh 1 x 1 x 1, Gamma-centred; self-consistency stop 5e-08 eV per atom in the density residual; occupations fixed; spin none; net charge 0.

Cell vectors (angstrom)
a	10.938	0	0
b	0	10.938	0
c	0	0	31.5432

Atoms: element, x, y, z (angstrom)
Si	10.4054	0.5979	24.3421
Si	6.0149	10.5135	24.1406
Si	2.1029	3.2584	24.1071
Si	8.6705	2.2852	24.2877
Si	0.4725	5.0662	24.1563
Si	5.0353	5.9058	24.2264
Si	3.3721	7.654	24.1645
Si	7.8087	8.8417	24.0116
Si	1.317	1.489	25.4682
Si	6.8931	1.3187	25.48
Si	4.002	4.1137	25.3426
Si	9.6451	4.1081	25.4183
Si	1.4692	6.8269	25.3614
Si	6.8796	6.9622	25.2582
Si	4.2057	9.5419	25.3388
Si	9.5074	9.6615	25.4434
Si	2.7622	0.012	26.6453
Si	8.197	-0.0021	26.9347
Si	-0.011	2.7815	26.9193
Si	5.4342	2.7436	26.6668
Si	2.7294	5.4551	26.838
Si	8.2118	5.5319	26.6348
Si	0.0242	8.224	26.6498
Si	5.5269	8.2126	26.7962
Si	4.1055	1.3665	28.0785
Si	9.5673	1.386	28.2115
Si	1.3689	4.1317	28.2117
Si	6.8307	4.1329	28.035
Si	4.1273	6.8379	28.1313
Si	9.5916	6.8527	28.0614
Si	1.3882	9.5837	28.0558
Si	6.8276	9.5612	28.2085
Si	0.0228	-0.0136	29.4935
Si	5.449	0.0149	29.5077
Si	2.7476	2.7214	29.4983
Si	8.1713	2.7713	29.4909
Si	-0.0208	5.4976	29.5099
Si	5.4832	5.4618	29.4819
Si	2.7382	8.2082	29.4712
Si	8.2267	8.1829	29.4993
Si	1.3673	1.3673	30.8594
Si	6.8362	1.3673	30.8594
Si	4.1018	4.1018	30.8594
Si	9.5708	4.1018	30.8594
Si	1.3673	6.8362	30.8594
Si	6.8362	6.8362	30.8594
Si	4.1018	9.5708	30.8594
Si	9.5708	9.5708	30.8594
Si	2.7345	0	0.6835
Si	8.2035	0	0.6835
Si	0	2.7345	0.6835
Si	5.469	2.7345	0.6835
Si	2.7345	5.469	0.6835
Si	8.2035	5.469	0.6835
Si	0	8.2035	0.6835
Si	5.469	8.2035	0.6835
Si	4.1191	1.3432	2.0472
Si	9.5496	1.3793	2.0408
Si	1.3422	4.1242	2.0526
Si	6.8581	4.0726	2.0494
Si	4.0895	6.8553	2.0391
Si	9.5974	6.807	2.0475
Si	1.3801	9.5573	2.0518
Si	6.8392	9.5633	2.0626
Si	-0.0284	-0.0146	3.3545
Si	5.4719	-0.0214	3.472
Si	2.7157	2.7196	3.3429
Si	8.1969	2.7023	3.4854
Si	-0.0107	5.4651	3.502
Si	5.4787	5.4742	3.3386
Si	2.7445	8.2032	3.4738
Si	8.233	8.1733	3.3806
Si	1.311	1.3707	4.6571
Si	6.8539	1.2952	4.893
Si	4.0849	4.1161	4.6129
Si	9.5509	4.0643	4.895
Si	1.3723	6.8605	4.8833
Si	6.8599	6.7982	4.6973
Si	4.1241	9.5501	4.889
Si	9.584	9.551	4.7323
Si	2.6459	0.0456	6.0802
Si	8.2286	-0.151	6.2422
Si	-0.0032	2.6451	6.1852
Si	5.4087	2.774	6.0319
Si	2.7722	5.4134	6.1108
Si	8.137	5.4449	6.1986
Si	0.0131	8.2862	6.2182
Si	5.5681	8.1307	6.1716
Si	3.5112	1.9544	7.1382
Si	10.0316	0.806	7.4165
Si	1.7931	3.6498	7.326
Si	6.267	4.5009	7.3755
Si	4.6598	6.2547	7.2455
Si	9.1866	7.2181	7.3554
Si	0.919	10.1557	7.4692
Si	7.4105	8.882	7.4888
O	4.5518	6.4496	8.8889
O	1.4446	3.9963	8.918
O	9.7677	6.6926	8.8189
O	1.3559	10.1213	9.0973
O	6.2119	4.1894	9.0169
O	3.8577	1.6881	8.7164
O	7.1485	8.9341	9.1492
O	9.6283	1.0125	9.0128
O	8.2142	2.6053	22.7322
O	10.9547	5.5343	22.6293
O	5.5863	0.0888	22.6296
O	5.2841	5.3813	22.6766
O	2.1039	2.7913	22.5115
O	3.3005	7.8365	22.511
O	8.3801	8.7562	22.4445
O	-0.2002	11.2556	22.756
Si	2.0852	3.0191	12.8934
Si	8.7537	1.2426	10.3575
Si	0.9604	4.342	15.3838
Si	7.5517	5.6451	12.2472
Si	2.3709	8.1869	21.2254
Si	5.3672	7.8176	12.4617
Si	9.2339	0.3959	15.4319
Si	2.8126	-0.0527	16.6726
Si	10.5707	1.0379	12.6522
Si	7.7148	2.8657	21.2165
As	9.4582	8.5857	14.1769
Si	1.472	4.7882	10.3414
Si	4.418	9.5003	19.1369
Si	11.0222	6.1022	21.1025
As	6.4921	10.3339	14.5216
Si	5.3447	0.7526	21.1699
Si	2.4884	9.8175	10.2379
Si	0.4062	10.6408	21.4006
Si	5.7901	5.2981	21.1464
Si	3.6368	7.0797	10.0497
Si	9.0528	5.6133	14.9574
Si	3.5497	4.1455	19.1369
Si	9.9707	3.6886	19.2789
Si	4.1158	8.679	15.3488
Si	0.3776	1.8343	17.1587
Si	6.7354	7.5845	19.3122
Si	5.1895	3.6658	16.8309
Si	7.7069	5.0804	17.5619
Si	6.7132	9.9139	10.3773
Si	4.4878	1.1032	10.0633
Si	0.3409	8.9372	12.0561
Si	9.0716	8.6498	20.9581
Si	4.4128	1.7762	14.676
Si	2.4007	2.1018	21.067
Si	6.414	3.3607	10.4058
Si	3.2882	5.9023	16.729
Si	9.9193	6.5555	10.425
O	0.0432	2.6392	18.5389
O	2.7982	9.6597	15.555
O	10.8071	4.8246	20.1111
O	7.6704	2.3988	10.0628
O	10.8983	5.2795	10.7704
O	6.5601	6.7859	12.8909
O	10.4719	7.9828	11.0067
O	8.4359	6.2864	11.0411
O	5.2875	10.5192	20.0566
O	2.1552	3.7575	11.4257
O	7.9122	8.6079	19.8071
O	6.1518	6.7952	20.6232
O	5.4429	2.7198	15.535
O	1.2818	0.928	20.7085
O	6.0543	9.0859	11.6408
O	4.5346	5.012	16.1709
O	6.5349	3.9607	17.7028
O	10.6388	10.4369	12.1136
O	5.3331	0.6433	13.9256
O	7.8287	5.2786	15.9568
O	9.8184	9.7871	15.4736
O	-0.6063	4.72	15.3653
O	1.5167	6.8504	20.8083
O	1.3871	0.5328	17.2547
O	6.5618	1.7805	20.8146
O	1.1088	1.7003	12.8317
O	3.094	5.5248	18.3334
O	9.7342	1.8382	11.5126
O	1.0915	2.9133	16.1579
O	8.583	5.2375	13.4421
O	11.161	8.3073	13.5651
O	1.4158	9.4072	21.7276
O	10.0627	9.938	20.6194
O	3.2821	0.2238	10.7603
O	5.1376	2.3994	10.8409
O	1.4641	4.1652	13.8546
O	8.005	10.8002	10.873
O	9.083	4.5026	18.1843
O	5.4628	9.5436	15.8126
O	5.6545	0.0251	9.7264
O	3.5318	2.5366	13.5112
O	1.8565	5.5334	16.0398
O	9.7034	1.0995	14.0272
O	4.3749	6.9913	11.4885
O	4.6354	4.6038	20.2502
O	9.8687	1.2681	16.6402
O	6.7098	4.3707	11.6631
O	5.5213	8.4151	18.6017
O	9.0131	2.7727	20.2363
O	3.4528	1.1819	15.8397
O	4.152	3.1235	17.9899
O	9.8601	7.222	20.8879
O	3.4514	8.652	9.6137
O	3.74	7.4182	16.3238
O	7.586	0.3972	15.5821
O	9.4442	7.1842	15.2442
O	3.9013	1.4902	21.1573
O	1.8769	9.1208	11.5831
O	2.2722	6.2073	10.1766
O	7.3114	6.5	18.2458
O	7.139	4.386	21.0736
O	4.482	8.2671	13.7782
O	3.2763	8.6816	19.9747
O	2.4024	3.2809	19.9212
O	3.669	10.3441	17.9599

Results
free energy: -139051.639 eV
free energy less fixed offsets of As -4856.12, O -568.88, Si -635.61 eV per atom: 4.791 eV

Forces (eV/angstrom), in the order of the atoms: element, x, y, z
Si	-0.0221	0.0008	-0.015
Si	-0.0123	-0.0064	0.0069
Si	-0.01	0.0233	-0.0297
Si	0.0105	0.0112	-0.0126
Si	-0.0125	-0.0122	-0.0121
Si	-0.0237	-0.0061	-0.022
Si	0.0074	0.0118	-0.0023
Si	-0.01	0.0189	-0.0065
Si	-0.0109	-0.0101	0.0065
Si	0.003	-0.0088	-0.0122
Si	0.011	-0.0115	0.0109
Si	-0.0038	-0.0046	-0.0028
Si	0.0025	-0.0083	-0.01
Si	0.0035	-0.0072	0.0069
Si	0.0035	-0.0026	-0.0126
Si	0.0122	0.002	0.0016
Si	0.0129	-0.0119	0.0571
Si	-0.0001	0.0175	-0.1585
Si	-0.0059	0.0148	-0.1608
Si	0.0026	0.0005	0.0504
Si	-0.0091	0.0153	-0.1098
Si	0.0019	-0.01	0.0538
Si	-0.0069	-0.0175	0.0556
Si	-0.0184	0.0062	-0.0834
Si	-0.0071	-0.0017	-0.0271
Si	0.0164	-0.0136	0.21
Si	0.0295	0.0167	0.1933
Si	-0.0087	0.0222	-0.0567
Si	0.053	-0.0151	0.0892
Si	0	0.0067	-0.0341
Si	0.0049	0.0112	-0.0508
Si	-0.0327	-0.0572	0.1914
Si	-0.0044	0.0089	0.0031
Si	-0.0092	0.0076	-0.0493
Si	0.0045	0.0009	-0.0171
Si	0.0013	-0.0023	-0.0136
Si	-0.0075	0.0101	-0.0455
Si	-0.0017	0.0014	0.0072
Si	-0.0228	0.0262	0.002
Si	0.0053	0.0061	-0.0162
Si	0.1284	-0.0749	0.0811
Si	-0.1395	0.1404	-0.0386
Si	0.1273	-0.0709	-0.0101
Si	-0.1698	0.135	-0.0185
Si	0.009	0.2036	-0.0708
Si	0.0859	-0.1399	0.026
Si	-0.1415	0.0451	-0.0325
Si	0.1304	-0.0729	0.0337
Si	0.0582	-0.1376	0.0303
Si	-0.1235	0.0497	-0.0362
Si	-0.1322	0.1064	-0.0334
Si	0.0902	-0.1216	0.045
Si	-0.1201	0.0996	-0.0272
Si	0.1135	-0.1847	0.0678
Si	0.1824	-0.0981	0.0599
Si	-0.0246	0.1346	-0.0592
Si	0.0082	-0.0084	0.0239
Si	0.0003	-0.0128	0.0191
Si	0.0055	-0.0086	-0.0095
Si	-0.0042	-0.0001	0.0379
Si	0.0142	-0.01	0.0175
Si	-0.0003	-0.0026	0.0178
Si	0.0136	-0.0055	0.0352
Si	-0.0092	0.0078	-0.0159
Si	-0.0756	0.0074	-0.159
Si	0.0107	-0.0116	0.0385
Si	-0.0444	0.0018	-0.1997
Si	0.0197	-0.0329	0.0304
Si	-0.0011	-0.0069	0.0502
Si	-0.0116	0.068	-0.2032
Si	0.0147	-0.0133	0.0246
Si	0.0178	0.0241	-0.1053
Si	0.0235	-0.0071	0.1365
Si	0.0091	0.0072	-0.0605
Si	0.0163	-0.0014	0.153
Si	-0.0089	0.0221	-0.053
Si	-0.0129	0.0026	-0.0483
Si	-0.0066	-0.013	0.1235
Si	-0.0132	0.0065	-0.0561
Si	0.0118	-0.0011	0.0659
Si	0.0174	0.0252	0.0419
Si	-0.0234	0.0013	-0.0161
Si	-0.0199	-0.006	-0.0012
Si	-0.0162	0.0116	0.0287
Si	-0.0192	0.0084	-0.0333
Si	0.0185	0.0265	0.0252
Si	0.0046	0.02	0.0226
Si	-0.0145	-0.0093	-0.0012
Si	0.0234	-0.035	-0.0016
Si	0.0118	-0.0044	0.0472
Si	0.0128	0.0058	0.0515
Si	0.0004	-0.0032	0.0063
Si	0.0183	-0.0091	0.0397
Si	-0.0151	-0.051	0.0086
Si	-0.0074	-0.0083	-0.0153
Si	0.0404	0.0011	0.0482
O	0	-0.0014	-0.0206
O	-0.0046	-0.0007	-0.029
O	-0.003	0.0123	-0.0208
O	0.0039	0.0037	0.0041
O	0.0052	-0.0116	0.004
O	0.0099	0.005	0.0327
O	-0.0032	0.0093	-0.0281
O	-0.0065	0.0058	-0.018
O	-0.0019	-0.0013	0.016
O	0.002	0.0012	0.0162
O	-0.005	0.008	0.0043
O	0.0032	-0.0007	0.0117
O	0.0005	-0.0022	0.0227
O	-0.0058	-0.003	0.0053
O	0.0047	-0.0021	0.0036
O	0.0029	0	0.0059
Si	-0.0063	-0.0262	0.0172
Si	0.0029	0.0167	0.0072
Si	-0.0375	0.0242	0.0207
Si	-0.0045	0.0357	0.0137
Si	0.0021	-0.0002	-0.0151
Si	0.0252	0.0241	0.0503
Si	-0.0377	-0.0663	-0.0315
Si	-0.0079	-0.0048	-0.0001
Si	-0.0311	-0.02	0.0331
Si	-0.0022	-0.0075	-0.0158
As	0.026	0.007	0.1018
Si	-0.0043	0.0024	0.014
Si	-0.0038	0.0049	-0.0163
Si	0.0047	0.0018	-0.0118
As	0.0651	0.0347	0.0778
Si	0.0046	-0.0124	-0.0166
Si	-0.0197	-0.0028	0.0099
Si	0.0014	-0.0019	-0.0152
Si	-0.0018	0.013	-0.0159
Si	-0.0215	0.0073	0.0269
Si	0.0514	0.1164	0.0587
Si	-0.0001	-0.0032	-0.0093
Si	0.003	-0.0091	-0.019
Si	-0.001	0.0203	0.0066
Si	-0.0334	-0.0322	-0.0103
Si	-0.0068	0.006	-0.0113
Si	-0.0039	0.0056	-0.0174
Si	-0.0046	-0.0019	0.0049
Si	-0.0316	0.0212	0.0063
Si	-0.0007	0.0079	-0.0243
Si	-0.0239	-0.0145	0.0566
Si	-0.0137	0.0031	-0.0206
Si	0.0124	-0.0172	0.0064
Si	0.0021	-0.002	-0.0138
Si	0.0316	-0.0022	0.0006
Si	0.0008	0.0071	0.0002
Si	-0.0013	0.0354	0.026
O	-0.0061	0.0059	0.0069
O	-0.0022	-0.0078	-0.0025
O	-0.0055	0.0068	0.005
O	0.0012	0.0242	0.0364
O	0.0086	-0.0127	-0.0118
O	0.0055	-0.0079	-0.0234
O	0.0003	-0.0156	-0.0288
O	0.0038	-0.013	-0.0015
O	-0.0075	0.0055	0.0131
O	0.0031	0.0085	-0.0096
O	0.0075	0.0033	0.0093
O	-0.0032	-0.0074	0.0061
O	-0.0096	0.0152	0.0089
O	-0.0033	0.0014	0.0082
O	-0.0053	-0.0001	-0.0313
O	-0.0046	-0.0205	0.0016
O	-0.0084	0.0111	-0.0031
O	0.0106	0.0304	-0.0125
O	-0.0113	-0.0094	0.002
O	0.0698	0.0323	-0.0477
O	-0.0005	-0.0142	-0.0383
O	-0.0299	0.0258	-0.0417
O	-0.006	0.0005	0.0036
O	0.0028	0.0061	0.0021
O	-0.0037	0.0024	0.0059
O	-0.0072	0.0073	-0.0103
O	-0.0018	-0.0051	0.0011
O	-0.0033	-0.0167	-0.0061
O	0.0054	0.0146	-0.0061
O	0.012	0.0041	0.0277
O	-0.0318	0.0186	0.0021
O	-0.0041	-0.0005	0.0061
O	-0.0014	0.0013	0.0079
O	0.0107	0.0154	-0.0075
O	-0.0072	-0.0103	-0.0089
O	-0.0045	0.0043	0.0149
O	-0.0104	0.0018	-0.0153
O	-0.0054	0.0009	-0.0042
O	-0.0063	-0.0207	-0.0267
O	0.0327	-0.018	0.0045
O	-0.0034	-0.0014	-0.0075
O	-0.0232	-0.0241	-0.0127
O	0.0328	-0.001	-0.0444
O	-0.019	-0.0029	-0.0416
O	0.0018	0.0025	0.0091
O	0.0336	0.013	0.0082
O	-0.0013	-0.0139	-0.028
O	0.0063	-0.0043	-0.0004
O	-0.0061	0.0021	0.0074
O	-0.0065	0.0105	-0.0034
O	-0.0051	0.003	0.0064
O	-0.0026	0.0008	0.0072
O	0.0145	-0.018	-0.0093
O	0.0105	-0.0159	-0.0072
O	0.0004	-0.0432	-0.0602
O	-0.0353	-0.1873	-0.0466
O	-0.0016	0.0055	0.003
O	0.0237	0.0124	-0.0218
O	0.0281	-0.0036	0.0051
O	-0.0028	-0.0038	-0.0019
O	-0.0052	-0.0084	0.0049
O	0.0054	-0.0057	-0.0148
O	-0.0062	-0.0019	0.0064
O	-0.0048	-0.0032	0.01
O	0.0085	-0.0044	0.0123

The program warned: the cutoff lies below the one the program advises for these potential files; the forces do not sum to zero within the program's tolerance; the exchange-correlation potential is rough where the density is thin.
